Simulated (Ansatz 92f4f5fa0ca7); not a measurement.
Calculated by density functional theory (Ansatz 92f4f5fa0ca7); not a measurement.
Periodic cell of 221 atoms, Si132O88H1, from a study of silicon, its oxide and their interface. The atomic structure is a simulated model.
Doubt: the cutoff is far below the 930 eV that the study's wrapper takes by default for these files, so forces and energies are approximate.

Settings
functional: PBE
potential files: Ansatz PAW
basis: plane waves
wave-function cutoff: 580 eV
density cutoff ratio: 5
exchange-correlation grid ratio: 1
k mesh: 1 x 1 x 1, Gamma-centred
self-consistency stop: 5e-08 eV per atom in the density residual
occupations: fixed
spin: none
net charge: +1 e, with a uniform compensating background and no finite-size correction

Cell vectors (angstrom)
a 10.938 0 0
b 0 10.938 0
c 0 0 32.2154

Atoms and the computed forces on them: element, x, y, z (angstrom), force x, y, z (eV/angstrom)
Si 0.1872 -0.1313 24.55 -0.0081 0.015 -0.0055
Si 5.5881 -0.3082 24.8157 -0.0046 -0.0045 0.003
Si 2.5163 3.0502 24.5406 -0.0051 -0.013 -0.026
Si 8.0753 2.9711 25.1124 0.0051 0.005 0.0095
Si 0.0403 5.1283 24.7252 0.0071 0.003 0.0066
Si 5.8185 5.15 24.7066 0.0149 -0.0155 -0.0285
Si 2.4408 8.5148 24.6567 0.0035 -0.0031 -0.0155
Si 7.9898 8.5955 24.8503 -0.0141 0.016 -0.002
Si 1.4 1.4117 25.9064 -0.0019 -0.008 -0.0078
Si 6.747 1.332 26.0983 -0.0011 -0.0037 0.0019
Si 4.0669 4.1632 25.9754 0.0121 -0.0051 0.002
Si 9.6157 4.1319 26.3622 -0.0113 -0.0013 0.0079
Si 1.2675 6.8487 25.8969 -0.003 -0.0051 -0.0008
Si 6.8558 6.8577 26.0101 0.0043 0.0021 0.0031
Si 4.0255 9.5082 26.1343 0.0182 -0.0077 0.007
Si 9.5875 9.7337 26.0886 -0.0036 0.0092 -0.0068
Si 2.7144 0.049 27.4066 -0.0036 -0.0004 -0.0051
Si 8.1797 0.06 27.4715 -0.0057 -0.0077 -0.009
Si 0.0667 2.6569 27.4702 0 0.0099 -0.0031
Si 5.3937 2.7581 27.4123 0.007 0.0072 -0.009
Si 2.6959 5.5376 27.3579 -0.0098 0.0068 0.006
Si 8.179 5.553 27.4968 -0.0001 -0.0051 -0.0105
Si -0.0326 8.2176 27.3828 0.0057 -0.0026 -0.0006
Si 5.4552 8.1582 27.4352 -0.0051 0.0111 -0.0123
Si 4.1018 1.3673 28.7972 -0.2384 0.1282 0.0879
Si 9.5708 1.3673 28.7972 0.1089 0.033 0.4629
Si 1.3673 4.1018 28.7972 0.3501 0.0601 -0.1901
Si 6.8362 4.1018 28.7972 -0.2699 0.0398 -0.1305
Si 4.1018 6.8362 28.7972 -0.207 -0.195 0.0464
Si 9.5708 6.8362 28.7972 0.0917 0.5825 0.3571
Si 1.3673 9.5708 28.7972 -0.0971 0.0626 -0.361
Si 6.8362 9.5708 28.7972 -0.025 -0.1735 -0.0778
Si 0 0 30.1644 -0.1282 -0.1171 0.0295
Si 5.469 0 30.1644 -0.0035 -0.0145 -0.0558
Si 2.7345 2.7345 30.1644 0.121 0.0769 0.0297
Si 8.2035 2.7345 30.1644 0.1185 0.0334 -0.031
Si 0 5.469 30.1644 -0.0138 -0.0067 -0.0625
Si 5.469 5.469 30.1644 -0.0893 -0.1349 0.0212
Si 2.7345 8.2035 30.1644 0.0428 0.0276 -0.0506
Si 8.2035 8.2035 30.1644 0.1214 0.0372 0.0509
Si 1.3673 1.3673 31.5317 -0.0202 0.0493 -0.0506
Si 6.8362 1.3673 31.5317 -0.0184 -0.0227 -0.0321
Si 4.1018 4.1018 31.5317 -0.0173 -0.0435 0.0179
Si 9.5708 4.1018 31.5317 -0.0485 0.0376 -0.0026
Si 1.3673 6.8362 31.5317 0.0123 0.0067 -0.0335
Si 6.8362 6.8362 31.5317 0.0005 0.0416 -0.042
Si 4.1018 9.5708 31.5317 -0.0154 0.0053 -0.0059
Si 9.5708 9.5708 31.5317 -0.0333 0.0308 0.0181
Si 2.7345 0 0.6835 -0.0166 0.006 0.0267
Si 8.2035 0 0.6835 0.0528 0.0161 0.0099
Si 0 2.7345 0.6835 -0.0125 -0.0395 0.0259
Si 5.469 2.7345 0.6835 0.0546 -0.0189 0.004
Si 2.7345 5.469 0.6835 0.0063 -0.0086 0.0002
Si 8.2035 5.469 0.6835 0.017 -0.0392 0.0343
Si 0 8.2035 0.6835 -0.0161 -0.0222 -0.0014
Si 5.469 8.2035 0.6835 0.0235 -0.0153 0.029
Si 4.1018 1.3673 2.0507 0.0304 0.0931 0.0367
Si 9.5708 1.3673 2.0507 -0.0704 -0.0456 -0.0098
Si 1.3673 4.1018 2.0507 0.0794 0.0401 -0.0086
Si 6.8362 4.1018 2.0507 -0.0793 -0.0666 0.016
Si 4.1018 6.8362 2.0507 -0.111 -0.044 0.0175
Si 9.5708 6.8362 2.0507 0.0337 0.0864 0.0303
Si 1.3673 9.5708 2.0507 -0.057 -0.0279 0.0195
Si 6.8362 9.5708 2.0507 -0.0366 0.0094 -0.0037
Si 0 0 3.418 -0.3204 -0.1405 -0.3159
Si 5.469 0 3.418 0.2996 -0.0788 0.1232
Si 2.7345 2.7345 3.418 0.3349 0.5398 -0.2279
Si 8.2035 2.7345 3.418 0.0026 -0.0531 0.1391
Si 0 5.469 3.418 0.1739 -0.0025 0.2757
Si 5.469 5.469 3.418 -0.1115 -0.4178 0.0237
Si 2.7345 8.2035 3.418 -0.0679 -0.2293 -0.1311
Si 8.2035 8.2035 3.418 0.0504 -0.0134 0.0212
Si 1.3614 1.3897 4.6736 0.0087 0.0075 0.0577
Si 6.8623 1.3429 4.8248 0.0017 0.0067 0.0027
Si 4.1295 4.0799 4.8662 -0.0012 -0.0263 0.0289
Si 9.576 4.0931 4.794 0.0013 0.0006 -0.0151
Si 1.3921 6.8399 4.8325 0.003 -0.0034 -0.0014
Si 6.8837 6.7492 4.7599 -0.0008 0.0183 0.0069
Si 4.1278 9.5141 4.7491 0.021 -0.0038 -0.004
Si 9.5613 9.5682 4.8012 0.0017 0.0049 0.0253
Si 2.6657 -0.0617 5.936 -0.0475 -0.0148 -0.0595
Si 8.2055 -0.0087 6.2418 0.0185 0.0161 -0.0132
Si 0.0292 2.7079 6.0865 0.0109 -0.0217 0.0107
Si 5.4629 2.5822 6.2631 -0.0208 -0.0176 -0.022
Si 2.7477 5.5171 6.2999 0.0014 0.007 -0.0149
Si 8.1833 5.3706 6.2153 -0.0147 -0.0239 0.0163
Si -0.0421 8.1501 6.1717 -0.0242 -0.0251 -0.0327
Si 5.4906 8.1047 6.097 -0.0372 -0.0224 -0.0192
Si 3.7137 1.3616 7.4349 0.0398 0.1053 0.0475
Si 9.9091 1.1297 7.4492 0.0058 0.008 -0.0067
Si 1.6323 3.7878 7.4407 -0.0223 -0.0242 0.0273
Si 6.6545 4.1315 7.5779 0.0185 0.0091 -0.019
Si 4.5228 6.5225 7.5989 0.0775 -0.0954 -0.0982
Si 9.2837 7.034 7.4746 0.0126 -0.0004 0.018
Si 1.1547 9.7951 7.3122 0.0107 0.0791 0.0418
Si 7.0112 9.2457 7.4082 0.0218 -0.0155 0.0281
O 1.253 4.102 24.1335 0.0025 -0.002 0.0008
O 6.78 9.5949 24.283 0.0149 -0.0132 -0.009
O 2.9248 2.7885 7.4742 0.0012 -0.0299 0.0444
O 8.1646 8.181 7.9064 -0.0186 0.0133 -0.0012
O 5.5738 5.3332 8.0533 -0.0626 0.0913 -0.037
O 0.0857 -0.0144 7.921 0.0057 -0.0133 -0.0112
O 5.3527 5.5271 23.1713 0.0014 -0.0049 0.0252
O 10.5223 0.5008 23.1074 0.0144 -0.0197 0.0165
O 2.1879 9.3833 8.5611 0.0033 -0.0494 0.0021
O 1.2773 3.8847 9.0458 0.0255 0.0143 -0.0185
O 9.4923 1.9788 8.7809 -0.0121 0.0096 0.0023
O 7.6124 9.9517 12.0664 -0.0111 0.013 -0.0019
O 3.4856 0.783 9.0045 0.0019 -0.0265 -0.0006
O 4.3553 7.3432 9.3713 -0.0044 0.025 0.1489
O 7.2782 3.3886 8.917 -0.0033 -0.0332 0.0655
O 9.8554 6.5025 8.9299 -0.0057 0.0032 -0.0137
O 3.3458 2.4598 23.1984 -0.0144 0.0151 0.0172
O 4.6627 0.181 23.5456 0.0033 -0.0003 0.0041
O 9.1914 2.4797 24.0265 0.0005 0.0164 0.0117
O 9.823 5.5823 23.5943 0.0067 -0.0156 0.0014
O 19.8888 8.1295 23.5941 -0.0079 0.0075 0.01
O 3.2839 7.9748 23.3451 -0.0042 0.0016 0.0117
O 6.9849 4.0081 24.436 -0.0177 0.0178 -0.0054
O 1.313 9.642 24.1498 -0.0012 0.0019 0.0016
Si 3.8372 6.419 10.8042 0.0619 0.0512 0.0633
Si 9.1308 4.271 14.6584 -0.0129 -0.0026 0.0001
Si 7.4325 8.3337 11.9654 0.0066 -0.0145 0.0153
Si 4.2131 1.2781 22.4246 0.0076 -0.0052 -0.0054
Si 17.1492 3.8557 14.2953 -0.0106 0.0033 -0.0213
Si 2.746 -0.446 20.1898 -0.0005 0 -0.0038
Si 7.1793 4.1642 19.5124 -0.0018 -0.0016 -0.0098
Si 14.0192 6.6496 16.5026 0.0033 -0.0037 -0.0028
Si 1.9533 4.1934 10.4983 0.0087 -0.0946 0.0083
Si 5.7055 16.2137 16.8007 0.0001 -0.0006 -0.009
Si 3.7794 9.7613 17.3193 0.0034 -0.0049 -0.0001
Si 10.2592 4.445 11.7225 0.0027 -0.0049 0.0162
Si 10.9222 6.5251 16.1015 -0.0013 -0.0046 0.0036
Si 7.9844 1.6191 14.5482 -0.0128 0.0092 -0.0066
Si 2.7872 10.3997 9.7042 -0.0253 0.0445 -0.0211
Si 9.1223 6.7853 22.6946 -0.0091 0.0035 -0.0112
Si 11.1842 -1.1408 11.2405 -0.0088 0.0087 0.0138
Si 3.5843 -3.2514 13.7787 0.016 -0.0211 0.0106
Si 5.2249 8.7737 9.9189 0.0644 -0.0424 -0.0394
Si 9.5693 1.7694 22.6308 -0.0125 -0.0207 -0.0119
Si 11.9309 -0.419 16.6479 -0.002 -0.0001 0.0013
Si 8.4294 2.6374 9.8242 0.0271 -0.0361 -0.0043
Si -0.4306 8.2432 18.443 -0.0038 0.0001 -0.0051
Si 11.7513 -2.0174 14.2006 -0.0094 -0.0022 0.0087
Si 4.7448 3.8575 11.6341 -0.0359 -0.0165 -0.0062
Si 6.0207 6.0862 21.7845 -0.0007 -0.0017 -0.0015
Si 6.4731 7.7417 14.7681 0.005 -0.0063 0.0062
Si 11.5383 6.5235 20.7345 -0.0012 0.0013 -0.0029
Si 11.1 1.0869 18.898 -0.0011 -0.0012 -0.0054
Si 14.2246 7.6944 21.7291 -0.0009 0.003 -0.0054
Si 6.9644 1.3712 20.8322 0.0012 0.0001 0.0006
Si 9.9684 7.1926 10.4103 -0.009 -0.0034 0.0069
Si -0.6435 3.6918 20.2413 -0.0068 -0.0003 -0.0064
Si 8.4508 -0.6055 19.1696 -0.0033 -0.0009 -0.0037
Si 6.8443 10.231 16.4192 0.0045 0.0023 -0.0003
Si 8.559 0.3277 11.821 0.0069 0.0144 0.002
O 13.3699 8.8145 13.9709 -0.0038 0.011 -0.007
O 7.74 -0.7366 17.7408 0.0006 0.0018 -0.0011
O 6.0232 8.1221 11.1463 -0.0216 -0.0017 -0.0262
O 1.6146 10.6081 10.8208 0.0066 -0.0059 -0.0005
O 5.0084 -5.6272 10.8962 0.0029 0.005 -0.0232
O 10.0005 7.2025 17.2784 0.0002 0.0009 0
O 6.2559 4.9572 20.6195 -0.003 0.0022 -0.0006
O 6.6502 13.2768 13.9392 0.0085 -0.0081 0.0073
O 3.5723 7.2105 12.1951 0.0143 -0.0248 -0.0617
O 2.4214 5.7758 10.3474 -0.0355 0.0086 -0.0299
O 7.5965 4.7744 14.2842 0.0113 -0.0019 0.0009
O 11.4223 -1.5937 17.6611 0.0031 0.0008 -0.0021
O 9.9092 4.1675 13.2538 0.0037 0.0015 -0.0001
O 0.6111 7.4595 19.4076 0.0036 -0.0022 0.0017
O 6.955 2.5353 19.6581 0 -0.0003 -0.0012
O 12.4386 6.2181 16.7152 -0.0012 0.0003 -0.0007
O 17.2239 6.5435 15.881 -0.0007 0.0007 -0.0004
O 13.0235 6.6044 21.4275 0.001 -0.0002 -0.0001
O 3.2871 0.6496 21.2567 0.0006 0.0021 0.001
O 0.8022 3.8054 11.5541 0.0101 0.0127 -0.0247
O 7.2143 -0.1282 20.1618 -0.0002 0.0001 -0.0016
O 8.1664 1.3892 21.9263 0.0042 -0.0009 -0.0012
O -1.6772 8.8929 19.3075 0.0002 -0.0007 -0.0006
O 2.786 9.0478 20.9548 0 -0.0043 -0.0009
O 12.2362 0.2057 19.719 0.0006 0.0001 -0.0009
O 6.0969 9.5416 8.7976 -0.0125 -0.017 0.0187
O 8.5475 7.7165 10.9823 0.0033 -0.0029 -0.0061
O 8.8098 0.9638 13.2993 0.0034 -0.0027 0.0018
O 7.3878 11.5217 15.6174 -0.0025 -0.004 -0.0021
O 5.733 2.663 11.2065 -0.7481 -1.5787 -1.4602
O 2.6166 -0.3456 16.5367 0.0018 -0.0002 -0.0043
O 3.2503 14.3362 11.1163 -0.0812 0.0586 -0.0074
O -6.7686 5.6697 17.2598 -0.0031 0.0013 0.0006
O 11.1265 7.5409 14.8198 0.003 0.004 -0.0079
O 4.0359 9.6922 10.489 -0.0462 0.0293 0.0341
O 3.4466 8.1624 17.0551 0.0001 0.0023 0.0003
O 10.0371 5.2229 15.6299 0.0008 -0.0005 -0.0008
O 10.2868 2.8541 21.6537 0.0101 0.0047 -0.0081
O 5.0493 15.169 13.1999 -0.012 0.0191 0.0273
O 4.8264 7.1717 21.3106 0.0017 -0.0007 -0.0024
O 11.0292 2.6893 19.178 0.0037 0.0004 -0.0061
O 8.9472 2.7502 15.2699 0.0028 0.0025 -0.0018
O 3.7078 -0.7113 18.8857 -0.0005 0.0003 0.0005
O 5.5962 1.696 21.6625 -0.0038 0.0004 -0.0015
O 5.2435 10.1988 16.7442 -0.0017 -0.0004 -0.0007
O 7.9031 1.3886 10.7564 0.0126 0.0189 -0.0118
O 9.6069 0.5385 19.2838 0.0012 0.0026 0.0002
O 17.6153 4.8069 18.0568 0.0044 -0.005 0.0053
O 7.591 6.5364 22.1159 0.0082 0.0009 0.003
O -5.8976 -2.6495 14.1732 -0.0062 0.0022 -0.0074
O 7.3609 -3.4188 13.3814 0.0013 0.0032 -0.004
O 11.379 -0.7402 15.148 0.0003 -0.0019 -0.0043
O 10.2553 7.0995 21.5765 0.0041 0.0022 -0.0062
O 9.1504 3.7781 10.7334 -0.0128 0.0006 -0.0111
O 8.8159 -6.6427 19.7674 0.0019 0.0012 -0.0008
O 0.4261 11.9058 17.2785 0.0002 -0.0003 -0.0009
O 16.5187 3.9945 15.7896 -0.0017 -0.0021 0.0017
O 11.1114 -1.7252 12.7497 0.002 -0.0011 -0.0096
O 11.29 4.958 20.3973 0.0044 0.0041 -0.0009
O 0.0453 8.4733 10.2871 0.0108 -0.0011 -0.0091
O 10.4562 6.0383 11.4337 0.0048 0.0009 -0.0037
O 9.9637 -0.0864 11.1091 0.0052 -0.0076 -0.0023
O 14.2347 6.4962 14.8614 -0.0006 0.0041 -0.0037
O 7.2388 8.9336 15.533 -0.0004 -0.0016 -0.0027
H 5.3507 1.9691 10.5589 0.7897 1.5605 1.4084

Results
free energy: -133979.610 eV
free energy less fixed offsets of H -15.97, O -568.88, Si -635.61 eV per atom: -1.680 eV

The program warned: the cutoff lies below the one the program advises for these potential files; the forces do not sum to zero within the program's tolerance; the exchange-correlation potential is rough where the density is thin.
